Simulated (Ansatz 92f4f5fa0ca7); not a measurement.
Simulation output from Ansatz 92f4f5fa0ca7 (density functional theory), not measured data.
Periodic cell of 221 atoms, Si132O88H1, from a study of silicon, its oxide and their interface. The atomic structure is a simulated model.
Doubt: the cutoff is far below the 930 eV that the study's wrapper takes by default for these files, so forces and energies are approximate.

Settings
functional: PBE
potential files: Ansatz PAW
basis: plane waves
wave-function cutoff: 580 eV
density cutoff ratio: 5
exchange-correlation grid ratio: 1
k mesh: 1 x 1 x 1, Gamma-centred
self-consistency stop: 5e-08 eV per atom in the density residual
occupations: fixed
spin: none
net charge: +1 e, with a uniform compensating background and no finite-size correction

Cell vectors (angstrom)
a	10.938	0	0
b	0	10.938	0
c	0	0	32.8381

Atoms: element, x, y, z (angstrom)
Si	-0.2985	0.2863	25.3549
Si	5.7428	-0.4159	25.2531
Si	2.5476	3.0262	25.3353
Si	8.4333	2.5628	25.3785
Si	0.2765	5.2414	25.3435
Si	5.1753	5.6977	25.4846
Si	3.0482	7.953	25.5858
Si	8.1231	8.4041	25.3747
Si	1.375	1.3944	26.5925
Si	6.7624	1.3492	26.526
Si	4.0363	4.1428	26.7709
Si	9.6207	4.1057	26.6934
Si	1.3115	6.8515	26.6957
Si	6.8817	6.8306	26.6411
Si	4.2164	9.6256	26.778
Si	9.5718	9.6359	26.7277
Si	2.7056	0.0287	28.0248
Si	8.1382	0.046	28.036
Si	0.0341	2.7186	28.058
Si	5.4627	2.7217	28.0153
Si	2.717	5.5087	28.1079
Si	8.2184	5.4573	28.0332
Si	-0.017	8.2541	28.0592
Si	5.5286	8.1263	28.0917
Si	4.1018	1.3673	29.4198
Si	9.5708	1.3673	29.4198
Si	1.3673	4.1018	29.4198
Si	6.8362	4.1018	29.4198
Si	4.1018	6.8362	29.4198
Si	9.5708	6.8362	29.4198
Si	1.3673	9.5708	29.4198
Si	6.8362	9.5708	29.4198
Si	0	0	30.7871
Si	5.469	0	30.7871
Si	2.7345	2.7345	30.7871
Si	8.2035	2.7345	30.7871
Si	0	5.469	30.7871
Si	5.469	5.469	30.7871
Si	2.7345	8.2035	30.7871
Si	8.2035	8.2035	30.7871
Si	1.3673	1.3673	32.1543
Si	6.8362	1.3673	32.1543
Si	4.1018	4.1018	32.1543
Si	9.5708	4.1018	32.1543
Si	1.3673	6.8362	32.1543
Si	6.8362	6.8362	32.1543
Si	4.1018	9.5708	32.1543
Si	9.5708	9.5708	32.1543
Si	2.7345	0	0.6835
Si	8.2035	0	0.6835
Si	0	2.7345	0.6835
Si	5.469	2.7345	0.6835
Si	2.7345	5.469	0.6835
Si	8.2035	5.469	0.6835
Si	0	8.2035	0.6835
Si	5.469	8.2035	0.6835
Si	4.1018	1.3673	2.0507
Si	9.5708	1.3673	2.0507
Si	1.3673	4.1018	2.0507
Si	6.8362	4.1018	2.0507
Si	4.1018	6.8362	2.0507
Si	9.5708	6.8362	2.0507
Si	1.3673	9.5708	2.0507
Si	6.8362	9.5708	2.0507
Si	0	0	3.418
Si	5.469	0	3.418
Si	2.7345	2.7345	3.418
Si	8.2035	2.7345	3.418
Si	0	5.469	3.418
Si	5.469	5.469	3.418
Si	2.7345	8.2035	3.418
Si	8.2035	8.2035	3.418
Si	1.3405	1.2902	4.8156
Si	6.8511	1.3151	4.7146
Si	4.0861	4.123	4.7114
Si	9.6266	4.0755	4.7597
Si	1.384	6.8599	4.8907
Si	6.913	6.7858	4.7023
Si	4.1088	9.5166	4.8179
Si	9.6227	9.5703	4.8526
Si	2.6666	-0.1316	6.2286
Si	8.2002	0.0415	6.1513
Si	-0.0871	2.6529	6.1875
Si	5.4297	2.6708	5.948
Si	2.8431	5.4736	6.2009
Si	8.3061	5.4769	6.1009
Si	0.0007	8.1915	6.3879
Si	5.5549	8.0727	6.0674
Si	3.8914	1.5426	7.297
Si	9.0345	1.7572	7.5937
Si	1.6467	3.7835	7.2792
Si	6.8427	4.0373	7.1615
Si	4.7068	6.3523	7.4668
Si	9.3008	6.9822	7.6883
Si	1.325	9.5656	7.84
Si	7.1001	9.2856	7.3365
O	1.4247	4.1521	24.8576
O	7.0194	9.5393	24.9148
O	2.7737	2.6626	7.7275
O	8.1893	8.1785	7.919
O	5.7747	5.1262	7.8907
O	-2.2615	2.3416	18.7334
O	4.0724	6.8579	24.9058
O	9.5255	1.431	24.8902
O	2.2003	8.4843	8.7374
O	0.9621	4.3157	8.664
O	9.3863	1.1262	9.0861
O	6.4667	10.0006	8.6646
O	4.6135	1.0215	8.6654
O	4.4528	7.1697	8.8618
O	7.9053	2.9587	7.9081
O	9.6809	6.3968	9.204
O	3.2676	2.4325	23.9836
O	4.9399	-0.4918	23.8284
O	7.8903	3.3643	24.045
O	10.7185	5.9808	23.973
O	8.8142	7.8183	24.003
O	0.158	10.5637	23.9419
O	5.63	4.8189	24.19
O	1.0694	10.6083	21.4279
Si	4.1394	6.7405	12.1952
Si	8.434	-2.3433	14.6144
Si	5.3186	2.8457	13.3157
Si	6.7499	-3.9892	18.9547
Si	8.4913	-9.6129	17.4799
Si	1.8069	-3.21	18.2911
Si	0.929	9.7211	22.8021
Si	11.7771	3.6021	10.1256
Si	5.3342	10.7816	9.5063
Si	2.6531	4.0522	12.4181
Si	13.3813	-5.4878	16.544
Si	-1.1865	3.0014	19.7711
Si	10.9395	1.2145	15.4879
Si	0.55	-6.8135	14.5241
Si	6.5135	0.3391	12.2398
Si	0.3295	11.2505	20.0893
Si	14.3555	-6.1002	20.6184
Si	6.7957	-5.7866	11.9306
Si	5.4826	-2.017	13.8481
Si	6.559	3.8716	23.2525
Si	9.5251	0.0153	12.8271
Si	10.7149	0.6531	9.9255
Si	1.7499	-0.3904	17.457
Si	4.1231	-3.1885	20.5438
Si	9.2019	-4.961	13.499
Si	0.9364	-5.8774	19.0098
Si	5.93	2.4316	16.2221
Si	4.0866	2.312	22.5666
Si	4.695	-0.4237	16.3704
Si	9.989	7.1411	23.0854
Si	7.5052	-1.4699	17.376
Si	9.4318	5.5658	10.602
Si	-2.6588	5.2679	21.1507
Si	3.8432	-0.7401	22.6482
Si	5.0032	4.8081	17.7625
Si	14.4617	-2.6999	9.6602
O	1.7685	4.5471	17.7176
O	9.8695	-9.8689	16.6953
O	19.0226	0.7098	12.4918
O	6.0518	-1.1885	12.5608
O	2.949	-2.894	19.4372
O	6.0427	6.0647	17.7763
O	3.7797	-4.6308	21.2936
O	4.4507	7.7553	13.4196
O	-1.1728	6.3964	11.9966
O	2.2705	3.9549	10.839
O	14.6392	-7.3873	21.5812
O	4.8861	1.19	16.2903
O	5.6547	1.2697	13.2382
O	4.2669	4.7298	19.2245
O	2.4783	9.5677	23.3771
O	10.3861	4.24	10.6896
O	16.704	3.396	17.5242
O	8.043	-0.1177	18.1596
O	4.2389	-1.8993	21.5666
O	7.4393	1.8244	16.3524
O	5.6979	2.5343	22.8516
O	5.9283	-1.1918	17.1134
O	-3.2877	-2.7882	18.3134
O	1.3811	0.4658	18.8173
O	-0.8869	-0.7361	19.8933
O	7.6352	5.5567	13.278
O	7.8415	5.1288	10.6633
O	17.1101	-7.2662	12.2002
O	5.7134	3.2825	14.8456
O	10.0279	-6.1787	14.202
O	-1.8054	-1.454	13.4339
O	3.2314	7.5247	11.0862
O	1.5571	-5.7209	15.2122
O	14.6761	2.9742	12.9597
O	11.3557	-8.1499	15.4364
O	9.264	-3.7409	14.5754
O	6.8401	-2.6739	14.4673
O	9.2874	6.3628	21.8424
O	-0.544	0.7731	14.0026
O	0.1651	8.2701	22.6469
O	1.8077	4.771	20.3576
O	7.7361	-4.9824	19.7888
O	5.609	-3.3111	19.9018
O	2.4845	-3.9158	16.9795
O	1.0853	-1.8609	17.7546
O	3.2348	-5.4107	12.7693
O	3.7489	0.796	22
O	10.7298	-9.0898	20.3955
O	10.5177	4.2015	18.9917
O	6.1011	0.6168	10.7016
O	5.5689	-4.7524	11.6008
O	12.1705	3.714	13.1187
O	-3.9561	-6.0477	22.0673
O	3.9973	4.9792	16.4804
O	8.9874	-7.1356	20.9667
O	-2.4388	-1.6112	16.0779
O	3.3555	-0.6351	17.2693
O	11.6585	1.972	10.1193
O	12.1734	0.2877	16.0516
O	4.2256	9.6785	9.9502
O	11.4888	-0.4167	8.9499
O	10.3521	-0.0015	11.3962
O	4.6388	-1.0745	14.8797
O	0.6906	6.6836	18.9034
H	-1.6034	-0.5649	19.2439

Results
free energy: -133983.103 eV
free energy less fixed offsets of H -15.97, O -568.88, Si -635.61 eV per atom: -5.173 eV

Forces (eV/angstrom), in the order of the atoms: element, x, y, z
Si	-0.2873	0.2788	0.0204
Si	0.1911	-0.3024	-0.027
Si	-0.0711	0.0496	-0.1624
Si	-0.0495	0.0703	-0.0293
Si	0.1008	-0.0968	-0.1858
Si	-0.0257	-0.0574	-0.3852
Si	0.5663	-0.1109	0.4794
Si	-0.0683	0.0668	-0.0871
Si	0.0704	0.0176	0.0679
Si	0.0681	0.2255	0.1298
Si	0.0294	-0.0864	0.1329
Si	-0.005	-0.078	0.0064
Si	-0.0347	0.0058	0.1279
Si	0.0544	-0.0009	-0.0031
Si	-0.3522	-0.4484	-0.0328
Si	-0.0284	0.0027	0.0565
Si	0.0935	0.016	0.0129
Si	-0.0029	-0.064	-0.0009
Si	-0.0386	0.0275	-0.0265
Si	0.0031	-0.0174	-0.0179
Si	-0.0949	-0.0176	0.0074
Si	0.0305	0.0111	0.0386
Si	-0.0153	-0.0867	0.0023
Si	-0.0456	0.1828	-0.0481
Si	-0.0344	0.0474	-0.1532
Si	-0.1455	0.0792	-0.0911
Si	-0.2351	0.0406	0.2707
Si	0.0407	-0.1617	-0.2756
Si	0.0666	0.0313	0.4334
Si	-0.0508	0.0123	-0.099
Si	0.1602	0.1011	-0.0196
Si	-0.0025	0.1546	0.1292
Si	-0.0656	-0.0229	-0.0253
Si	-0.0325	-0.1087	-0.0122
Si	0.1274	0.0828	-0.0136
Si	0.0614	0.029	0.0012
Si	0.0262	-0.0876	0.0071
Si	-0.0465	-0.0656	0.0034
Si	0.1022	0.0587	0.0094
Si	0.0473	0.0141	-0.001
Si	-0.0351	0.0434	-0.0291
Si	-0.0164	0.0018	-0.0395
Si	0.0068	-0.0234	-0.0023
Si	-0.053	0.0293	-0.0064
Si	-0.0329	0.0049	-0.0388
Si	-0.0168	0.0033	-0.0258
Si	-0.0031	0.0487	-0.0096
Si	0.0038	-0.0176	0.0044
Si	0.0368	-0.0349	0.0211
Si	-0.0202	0.023	0.0199
Si	-0.0077	0.0187	0.0157
Si	0.0519	0.0003	0.0195
Si	0.0552	-0.0416	0.0132
Si	0.0178	-0.0524	0.0358
Si	0.0613	-0.0702	0.0166
Si	0.0048	-0.0046	0.0123
Si	-0.0725	-0.0446	0.0269
Si	-0.0349	0.0047	0.0148
Si	0.0039	-0.0045	0.0015
Si	-0.0868	-0.0032	-0.0278
Si	0.017	-0.0155	0.0156
Si	0.0608	0.1604	0.0072
Si	-0.0876	0.0478	0.0076
Si	-0.0395	-0.0346	-0.0091
Si	0.0246	-0.3588	-0.1079
Si	-0.2709	-0.4685	-0.1608
Si	-0.4269	-0.2524	0.0545
Si	0.0991	0.072	-0.174
Si	0.4486	0.1982	0.242
Si	0.1697	-0.0529	-0.5469
Si	-0.1305	-0.0965	0.2384
Si	0.4951	0.3528	-0.0775
Si	-0.0094	0.0669	0.0744
Si	0.0087	0.0294	0.0069
Si	0.011	0.0069	0.0417
Si	-0.0216	-0.0025	0.0782
Si	-0.002	0.0242	0.0042
Si	0.0757	-0.0339	0.0695
Si	0.0034	-0.0157	0.0531
Si	0.0145	-0.0638	0.0369
Si	0.0138	0.0338	-0.0164
Si	0.035	-0.0478	-0.0213
Si	0.0498	-0.0385	-0.0804
Si	-0.0271	-0.0087	-0.0272
Si	0.0242	-0.0233	-0.0264
Si	-0.0328	0.0574	-0.0439
Si	-0.0922	-0.0038	-0.0222
Si	-0.0265	-0.0226	-0.0351
Si	0.0688	-0.0772	-0.0757
Si	-0.0216	0.0458	0.0907
Si	-0.0218	-0.0333	-0.0822
Si	-0.0204	0.0808	-0.1759
Si	0.1123	-0.0288	-0.0239
Si	0.0845	-0.0143	-0.0356
Si	0.0043	0.0154	0.012
Si	0.0255	-0.0189	0.2258
O	-0.0894	-0.0089	0.0475
O	-0.0204	-0.0314	0.038
O	-0.0246	0.0765	0.1629
O	-0.1609	0.1655	0.0901
O	-0.0838	0.048	0.0809
O	0.0012	0.0041	-0.0594
O	-0.0447	0.1214	0.1654
O	0.2185	-0.2092	0.0361
O	-0.1083	0.0397	0.0258
O	-0.0176	0.0184	0.0391
O	-0.0546	0.0478	-0.0553
O	0.1348	-0.1269	-0.1875
O	-0.031	0.077	0.0047
O	0.0358	-0.0532	0.0232
O	-0.0054	-0.066	0.1102
O	-0.0236	0.0431	-0.0277
O	-0.0542	-0.0287	0.0526
O	-0.1334	0.0675	-0.156
O	0.0169	-0.0405	0.0189
O	0.0283	0.0066	0.0432
O	0.0128	0.064	0.0018
O	-0.0298	-0.0559	-0.0746
O	-0.0886	0.108	0.1693
O	0.0316	-0.2343	0.207
Si	0.0421	0.0076	-0.0548
Si	-0.0046	-0.0118	0.079
Si	0.0238	0.0164	0.0256
Si	0.0349	0.0185	0.0735
Si	-0.0126	-0.0391	0.0751
Si	-0.0408	0.0124	0.048
Si	-0.6455	0.2435	-0.5452
Si	0.0552	-0.0178	-0.1643
Si	0.0906	0.031	-0.1089
Si	0.0261	-0.0136	-0.0409
Si	0.0204	0.0192	0.0875
Si	-0.0037	-0.0393	0.1508
Si	0.0265	0.0091	0.0972
Si	-0.0044	0.0065	0.0782
Si	-0.0016	-0.0028	-0.046
Si	-0.0265	0.0547	0.1269
Si	0.0005	-0.0752	0.1365
Si	-0.0014	-0.0045	-0.071
Si	0.0027	0.0166	0.0606
Si	0.0479	0.0369	0.1505
Si	-0.0034	-0.005	0.0271
Si	0.0069	0.027	-0.0819
Si	0.0541	-0.0368	0.0318
Si	-0.0239	-0.0403	0.0982
Si	-0.014	-0.0003	0.036
Si	0.003	0.0278	0.1158
Si	0.0097	0.0017	0.114
Si	0.0354	0.2019	0.1086
Si	-0.0189	0.0164	0.1113
Si	-0.1634	-0.2242	0.1222
Si	0.009	0.0675	0.1136
Si	-0.0443	-0.0092	-0.0956
Si	0.0398	-0.0367	0.1656
Si	0.4629	0.4364	-0.4161
Si	0.012	-0.0791	0.0639
Si	0.0348	-0.0209	-0.1207
O	-0.0338	-0.003	-0.035
O	-0.0503	0.0038	-0.0345
O	-0.0144	0.0142	0.0218
O	-0.0023	0.033	-0.0075
O	0.0526	0.0132	0.0002
O	0.0416	0.0571	0.0075
O	-0.008	0.0411	-0.05
O	-0.022	-0.0221	-0.0058
O	0.017	0.0005	-0.009
O	-0.0156	-0.0015	0.0602
O	-0.0049	-0.0315	-0.0992
O	0.0007	0.0028	-0.0558
O	0.013	0.0022	-0.0013
O	-0.0604	0.0021	0.0181
O	0.0896	0.0388	-0.1091
O	-0.0226	0.0181	0.119
O	-0.0245	0.034	-0.0542
O	0.0506	-0.0215	-0.0853
O	-0.0897	0.1181	0.0758
O	-0.0057	0.0117	-0.0325
O	-0.0481	-0.0702	-0.1019
O	0.0138	-0.0202	-0.0633
O	-0.0294	-0.0478	-0.0409
O	-0.0237	0.0108	0.048
O	-0.0434	-0.0222	-0.1119
O	-0.0087	-0.001	-0.01
O	0.0267	0.0035	0.0727
O	0.0041	0.0148	0.0466
O	-0.0209	-0.0094	-0.0473
O	-0.0034	0.0126	-0.019
O	0.0174	0.0409	-0.03
O	-0.0224	0.015	0.0482
O	-0.0184	-0.0115	-0.0494
O	-0.0298	0.0075	0.0148
O	0.01	0.0176	-0.053
O	0.0065	-0.0051	-0.0306
O	-0.0272	0.002	-0.0348
O	0.0636	0.0958	-0.0237
O	-0.0186	-0.005	-0.0307
O	0.1614	0.0843	-0.101
O	0.0496	-0.0123	-0.0343
O	-0.0049	0.0146	-0.0586
O	0.0288	0.013	-0.086
O	-0.0228	0.0227	-0.0179
O	0.0199	-0.0104	-0.0314
O	-0.0267	-0.0078	0.045
O	-0.0021	-0.2182	-0.0063
O	0.0413	-0.0183	-0.0889
O	0.0197	0.0335	-0.0836
O	-0.0251	-0.0135	0.0538
O	0.0049	0.0025	0.0708
O	0.0148	0.0089	0.0117
O	-0.0367	0.036	-0.0887
O	0.0125	0.0012	-0.0353
O	-0.0751	0.072	-0.0379
O	-0.0026	-0.0013	-0.0223
O	-0.0355	-0.0064	-0.0569
O	-0.0201	-0.0296	0.0818
O	-0.0093	0.0061	-0.0459
O	-0.0478	-0.0206	0.1306
O	0.0595	-0.0826	-0.0032
O	0.0202	-0.0001	0.016
O	0.0045	-0.0036	-0.0367
O	-0.0022	0.0021	-0.0712
H	-0.003	0.0101	0.1041

The program warned: the cutoff lies below the one the program advises for these potential files; the exchange-correlation potential is rough where the density is thin.
